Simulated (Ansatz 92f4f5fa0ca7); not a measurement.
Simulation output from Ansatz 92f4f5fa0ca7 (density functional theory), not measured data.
Periodic cell of 226 atoms, Si133O92As1, from a study of silicon, its oxide and their interface. The atomic structure is a simulated model.
Doubt: the cutoff is far below the 930 eV that the study's wrapper takes by default for these files, so forces and energies are approximate.
This geometry differs little from another in the collection (a relaxation step or a small displacement).

Settings
functional: PBE
potential files: Ansatz PAW
basis: plane waves
wave-function cutoff: 580 eV
density cutoff ratio: 5
exchange-correlation grid ratio: 1
k mesh: 1 x 1 x 1, Gamma-centred
self-consistency stop: 5e-08 eV per atom in the density residual
occupations: fixed
spin: none
net charge: +1 e, with a uniform compensating background and no finite-size correction

Cell vectors (angstrom)
a  10.938  0  0
b  0  10.938  0
c  0  0  31.9494

Atoms and the computed forces on them: element, x, y, z (angstrom), force x, y, z (eV/angstrom)
Si  10.6242  0  24.3943  0.0018  0.0014  -0.0084
Si  5.0793  0.1239  24.6527  -0.0303  -0.0197  0.041
Si  2.8228  2.2944  24.5183  -0.0147  -0.0406  0.0399
Si  8.5681  2.4366  24.5437  0.0048  -0.0009  -0.0005
Si  10.7028  5.5785  24.3189  -0.0016  -0.0032  -0.0004
Si  5.1572  5.6119  24.4312  0.0046  0.0007  -0.0135
Si  2.9901  7.9522  24.3812  -0.0031  0.0179  -0.0028
Si  8.4119  7.8224  24.4042  0.0023  0.004  -0.017
Si  1.2774  1.1337  25.8278  0.0165  0.0074  0.0071
Si  6.8167  1.328  25.7239  -0.0035  0.0136  0.0087
Si  3.984  4.0117  25.7154  0.0184  -0.0154  0.01
Si  9.6892  4.0149  25.8385  -0.0099  0.0137  0.0117
Si  1.3495  6.7858  25.6509  -0.0046  -0.0064  -0.0032
Si  6.8002  6.7184  25.7393  0.0083  -0.0087  0.0153
Si  4.01  9.4446  25.9445  -0.0027  0.0274  0.0032
Si  9.4726  9.4531  25.7862  0.004  -0.0115  0.0002
Si  2.6638  -0.1139  27.2428  0.0212  0.0115  0.0005
Si  8.1316  -0.0668  27.1383  -0.0052  0.0017  0.0076
Si  0.0791  2.6576  27.208  -0.0015  -0.0104  0.0001
Si  5.4491  2.7184  27.0947  -0.0014  0.0017  0.0064
Si  2.6653  5.4093  27.0999  -0.0088  0.0023  0.0107
Si  8.1928  5.3656  27.1174  0.0052  -0.0063  0.0022
Si  -0.0281  8.1132  27.085  -0.0096  0.0011  0.0146
Si  5.5217  8.1369  27.1795  -0.0083  -0.0037  0.0035
Si  4.0942  1.3316  28.5072  -0.01  -0.0066  -0.0177
Si  9.5354  1.3233  28.4907  -0.0043  0.0117  0.0045
Si  1.389  4.0662  28.5625  0.011  -0.0007  0.0108
Si  6.8065  4.0581  28.5146  -0.0022  0.0023  -0.0024
Si  4.0878  6.7662  28.4731  0.0084  -0.0065  0.0054
Si  9.5489  6.7682  28.496  0.0019  0.0018  -0.0104
As  1.2885  9.4768  28.6341  -0.0143  -0.0062  0.0073
Si  6.8248  9.5365  28.5618  0.0043  -0.0004  0.0113
Si  -0.0826  0.0217  29.98  0  0.0005  0.0029
Si  5.4586  -0.0136  29.8993  -0.0013  0.0031  -0.0005
Si  2.774  2.7205  29.901  0.0041  0.0057  -0.0014
Si  8.184  2.7058  29.879  -0.005  -0.006  -0.0056
Si  -0.016  5.4316  29.8935  -0.001  0.0009  -0.0028
Si  5.4605  5.4453  29.8914  -0.0055  -0.007  -0.006
Si  2.7768  8.104  29.9563  0.0035  -0.005  0.0033
Si  8.2183  8.1733  29.8831  0.0032  0.0045  -0.0028
Si  1.3869  1.3846  31.2704  -0.0027  0.0025  -0.0031
Si  6.8244  1.3698  31.2659  0.0036  -0.0004  0.0025
Si  4.1211  4.0846  31.2825  -0.0015  -0.0027  -0.0006
Si  9.5439  4.0832  31.259  0.0017  -0.0002  -0.0008
Si  1.338  6.8019  31.2897  0.0041  -0.0019  -0.0006
Si  6.8301  6.8395  31.2504  -0.002  -0.0006  -0.0008
Si  4.0956  9.5772  31.2789  0.0029  -0.0008  -0.0018
Si  9.5456  9.5258  31.3067  -0.0018  0.0008  -0.0014
Si  2.7399  0.0192  0.6996  -0.0045  -0.004  0.0012
Si  8.202  0.022  0.6798  -0.0034  -0.0025  0.0012
Si  0.003  2.755  0.6886  0.0042  -0.0007  -0.0008
Si  5.4891  2.7488  0.7167  -0.0053  -0.002  -0.0041
Si  2.7477  5.4622  0.6856  -0.0025  -0.001  0.0002
Si  8.207  5.493  0.6753  0.0001  0.0012  -0.0003
Si  0.0183  8.2117  0.7301  0.0007  0.0032  -0.0025
Si  5.4828  8.2193  0.6943  -0.0003  0.004  -0.0015
Si  4.1075  1.3915  2.0797  0.0008  0.0009  0.0024
Si  9.6017  1.3628  2.0458  -0.0067  0.0019  0.0002
Si  1.3568  4.1475  2.0656  0.0059  0.0008  0.0015
Si  6.8446  4.1594  2.0577  0.0038  0.0005  0.0019
Si  4.0955  6.857  2.0448  -0.0023  -0.003  0.0011
Si  9.5752  6.8436  2.08  -0.0026  -0.0002  0.0019
Si  1.3743  9.6222  2.0813  0.0042  0.0013  -0.0007
Si  6.8365  9.6304  2.0563  0.0059  0.0051  0.0017
Si  0.0256  0.0466  3.4857  0.0016  -0.0007  0.0071
Si  5.4865  0.0466  3.4649  0.0014  -0.0041  -0.0029
Si  2.7164  2.7775  3.4125  -0.0061  0.0023  -0.004
Si  8.2599  2.79  3.3484  0.0038  -0.0036  -0.0108
Si  0.0278  5.5217  3.487  0.0013  -0.0013  0.003
Si  5.4733  5.5355  3.4346  -0.0033  0.0023  -0.0005
Si  2.7445  8.2445  3.4081  -0.0021  0.0026  -0.0017
Si  8.2405  8.2925  3.3948  -0.0026  0.004  -0.0069
Si  1.3756  1.4659  4.855  -0.0008  -0.0044  0.0005
Si  6.9131  1.4864  4.7333  -0.0009  -0.0019  0.0013
Si  4.0605  4.1627  4.7627  -0.0022  0.0003  0.0023
Si  9.6031  4.084  4.7913  0.0039  0.0054  0.0032
Si  1.3675  6.9821  4.8495  0.0006  -0.0031  0.0027
Si  6.8364  6.9987  4.7381  -0.0003  0.0052  -0.0004
Si  4.1  9.5785  4.7996  0.0001  -0.0007  0.0026
Si  9.6192  9.5848  4.8493  0.001  0.0068  0.0002
Si  2.7585  0.0418  6.1388  0.0007  0.0039  -0.0082
Si  8.2951  0.1314  6.0966  0.0021  -0.0021  -0.0032
Si  0.0187  2.8071  6.3178  -0.003  -0.0037  -0.0041
Si  5.5138  2.846  6.0718  0.0012  0.0034  -0.0032
Si  2.7545  5.5999  6.1426  0.0025  0.0029  -0.009
Si  8.2553  5.6068  5.9571  0.0018  -0.0042  -0.0025
Si  0.0482  8.3142  6.3772  -0.0026  -0.0041  -0.0061
Si  5.5023  8.3102  6.2341  -0.001  -0.0017  -0.0045
Si  4.4215  1.1916  7.3291  0.004  -0.005  -0.0059
Si  9.8118  1.1578  7.631  0.0051  -0.0022  -0.0121
Si  1.179  4.514  7.5126  -0.0059  0.0013  -0.0039
Si  6.6448  4.5487  7.2485  -0.0088  0.0035  -0.0049
Si  4.3247  6.7113  7.5467  0.0084  -0.0049  -0.0131
Si  9.7262  6.6224  7.5059  0.0058  0.0004  -0.0101
Si  1.283  9.9487  7.7053  -0.0057  0.007  0.0031
Si  6.7224  9.9775  7.4192  -0.0057  0.0071  -0.0107
O  9.5842  1.2376  23.9694  -0.0086  0.0026  0.0009
O  4.1016  6.7989  23.9309  0.003  -0.0002  0.0079
O  4.0067  1.2313  24.0311  0.0189  0.0265  -0.0369
O  9.5306  6.692  23.8914  0.0058  0.001  0.0145
O  -0.0274  5.556  8.012  0.0031  0.0026  0.0006
O  5.5701  0.138  7.9086  0.0035  -0.0023  0.0004
O  0.0746  0.097  8.1426  0.0012  -0.0018  -0.0025
O  5.5366  5.6185  7.8746  0.0007  0.0028  0.0039
O  7.6124  3.9583  8.4203  0.0101  -0.0135  0.0202
O  8.7194  7.0592  8.7542  -0.0112  0.012  0.0159
O  2.1866  9.4642  9.0307  0.0112  -0.0101  0.0092
O  8.8951  1.6825  8.9255  -0.0103  0.0095  0.0111
O  7.6284  9.4871  8.7055  0.01  -0.014  0.0173
O  3.5935  1.8353  8.5843  -0.0096  0.0141  0.0167
O  3.5804  7.2282  8.9422  -0.0089  0.0115  0.0165
O  2.0678  4.0259  8.8177  0.0116  -0.0091  0.011
O  8.1387  3.5002  23.358  -0.0152  0.012  -0.0182
O  0.4633  4.9317  22.9519  0.0027  -0.0083  -0.0116
O  1.8785  2.7282  23.2519  -0.0277  0.0287  -0.0405
O  5.8355  4.9111  23.1079  0.01  -0.0105  -0.008
O  5.5165  9.9631  23.517  0.0261  -0.0298  -0.0372
O  2.4472  8.702  23.0163  -0.0127  0.0073  -0.0181
O  0.1924  10.0592  23.081  0.0153  -0.0145  -0.0175
O  7.7881  8.5816  23.077  -0.0103  0.0064  -0.0085
Si  8.6592  7.7002  18.4338  0.0006  -0.0005  -0.0099
Si  8.7866  6.3625  13.6339  -0.0013  0.0008  0.0072
Si  3.7951  1.5422  14.738  -0.0013  0.0009  0.0003
Si  2.1398  5.751  17.6233  -0.004  -0.0023  -0.0068
Si  2.4231  3.1442  19.4829  -0.0092  0.0016  -0.0051
Si  9.8169  9.0353  12.0845  -0.0016  -0.0015  0.0028
Si  1.3336  9.422  22.0553  0.0007  0.0006  0.0371
Si  9.1748  0.9697  13.1953  0.0005  0.0015  0.0083
Si  1.4245  5.0587  13.0291  0.0021  -0.0006  0.011
Si  1.7955  8.2578  12.8193  0.0052  0.0006  0.0007
Si  6.6404  9.5478  22.4187  0.0056  -0.007  0.0308
Si  4.5279  4.6032  15.7072  0.0013  0.0044  -0.0027
Si  8.214  3.0276  9.5904  -0.0025  -0.0066  -0.0193
Si  0.8423  8.2455  19.2497  0.001  0.0097  -0.0018
Si  6.945  1.348  21.086  0.0086  -0.0039  0.0055
Si  8.23  8.3246  9.6815  -0.0002  -0.003  -0.0214
Si  10.8895  5.2084  15.607  0.0015  0.0006  -0.0024
Si  7.5705  9.5052  16.3145  -0.0019  -0.0052  -0.004
Si  9.9291  2.0563  20.2884  -0.0024  -0.0033  -0.0014
Si  3.2198  8.5178  9.9208  -0.0082  -0.0028  -0.023
Si  6.6986  3.3434  17.3991  -0.0009  0.0012  -0.0046
Si  1.1674  0.2135  19.7909  0.0017  -0.0045  -0.0064
Si  3.236  2.8186  12.3038  0.0012  -0.002  0.0023
Si  7.2221  5.3908  19.6684  0.0014  -0.0034  -0.0023
Si  5.7491  8.6773  11.5506  0.0009  -0.0016  0.0012
Si  5.7866  6.0795  13.2038  0.0004  0  0.0042
Si  4.634  9.7026  17.619  -0.0015  -0.0017  -0.0053
Si  1.0218  3.5915  22.1599  0.0071  0.0077  0.0385
Si  4.8991  1.4797  18.7911  0.0035  -0.0012  -0.0088
Si  3.1964  3.0917  9.5257  -0.0063  -0.0044  -0.0205
Si  6.4532  10.8292  13.7914  0  -0.0026  0.002
Si  10.3522  0.1185  15.9684  0.0024  0.0035  -0.0048
Si  5.6627  3.664  11.1601  0.0021  -0.0053  0.0008
Si  9.8459  3.9044  11.9081  -0.0057  -0.002  0.0018
Si  2.3447  9.9254  15.544  0.0007  -0.0036  -0.004
Si  6.0759  8.1145  19.7913  -0.0003  0.0059  -0.0003
Si  6.9383  3.9732  22.3552  -0.0013  0.0021  0.0278
Si  9.7554  2.7767  17.3566  0.0011  0.0009  -0.0006
O  7.1966  6.3828  13.9767  0.002  0.0001  -0.0028
O  1.8858  7.0618  18.6759  0.0035  -0.0081  0.0054
O  10.2929  4.0408  16.5295  0.0011  0.0018  0.0024
O  6.1673  9.9595  17.0557  0.0054  -0.001  0.0016
O  10.1489  0.7079  14.4672  0.002  -0.0018  0.0004
O  8.4486  6.1161  18.8474  0.0035  0.0034  0.0072
O  5.1737  0.693  14.4358  -0.001  0.0009  -0.001
O  5.7226  2.0489  17.5156  0.0032  0.0029  0.0026
O  8.3489  1.9338  20.5666  0.0073  0.0014  0.0062
O  1.9914  4.3056  18.4099  0.0013  0.0102  0.0007
O  6.9656  2.8124  10.6379  -0.0101  0.0023  0.001
O  4.8719  2.7108  12.2191  -0.0042  -0.0019  -0.0018
O  6.0303  4.3949  16.3471  -0.0007  0.0012  0.0012
O  4.5674  3.9227  9.9361  0.0096  0.002  0.0022
O  10.6839  2.7791  21.5513  -0.0106  -0.0104  -0.0064
O  9.7233  6.1648  14.9701  0.0027  -0.0015  0.0015
O  6.0087  6.4785  19.8343  0.0012  -0.0004  0.0083
O  4.0806  0.1665  18.2811  0.001  -0.0035  0.0074
O  9.258  10.5568  12.2727  0  0.0048  -0.0061
O  2.8567  4.3619  12.7093  -0.0036  0.0041  -0.0068
O  1.9123  10.71  21.2056  -0.0015  0.0115  -0.0094
O  3.9985  2.7194  19.3779  0.0048  -0.0023  0.0095
O  0.7313  10.0426  15.9615  -0.0001  0.0006  0.0019
O  1.2782  9.805  18.8331  0.0002  -0.0032  0.0042
O  1.71  1.6696  19.2679  0.0027  0.003  0.009
O  8.9426  10.3933  16.4994  -0.0003  -0.0007  0.0042
O  4.873  8.5804  18.7911  -0.0053  0.0041  0.0009
O  9.5804  8.7547  10.4882  0.009  0.0049  0.0082
O  6.7559  4.0753  18.8538  -0.0018  -0.0077  0.0006
O  2.8422  1.7215  13.4104  0.0001  -0.0029  -0.0005
O  5.8249  8.7573  21.2654  -0.0058  -0.0135  -0.0189
O  2.5441  2.4514  10.8776  -0.0009  -0.002  0.0117
O  7.6236  4.8509  21.1634  0.0035  0.0126  -0.0158
O  5.2111  7.4859  12.5572  0.0002  -0.0053  -0.0023
O  0.434  9.0721  12.5035  0.0022  -0.0002  -0.0068
O  7.5834  1.066  13.575  -0.0011  -0.0008  -0.0051
O  7.1105  9.6418  14.7442  0.0015  -0.0001  0.0007
O  8.9792  5.0342  12.6987  -0.0012  0.0058  -0.003
O  8.0915  8.0411  16.9103  -0.0026  0.0053  -0.0018
O  6.2119  2.574  21.9018  -0.0015  -0.0111  -0.0006
O  2.4629  9.0716  14.1087  0.0008  0.0034  0.0018
O  0.4284  4.4952  11.8639  0.0039  0.002  -0.0072
O  0.8173  8.3145  20.9287  -0.0031  -0.0095  -0.015
O  9.3926  3.8401  10.3483  0.0115  0.0064  0.0078
O  9.659  2.3892  12.5275  0  -0.0054  -0.0043
O  7.6217  8.5579  19.397  0.0058  -0.0024  0.0069
O  2.5513  8.1752  11.3669  -0.0113  -0.0014  0.0166
O  3.9777  3.0619  15.3792  0  -0.0007  0.0007
O  0.8347  4.4917  14.4394  -0.0017  -0.0011  0.0006
O  10.0412  2.9966  18.9544  -0.0007  0.0053  -0.0071
O  9.1443  7.8081  12.9458  -0.0007  -0.0048  -0.003
O  10.5157  0.5368  20.0787  0.002  0.0002  0.0079
O  6.0309  5.05  11.9356  0.0003  0.0096  -0.0006
O  8.1563  2.7414  17.0023  -0.0009  -0.0005  0.0038
O  3.5372  5.481  16.7307  0.0038  -0.0017  0.0021
O  4.6712  9.1363  10.3843  0.0101  -0.0001  0.0011
O  1.5361  6.6792  13.1834  -0.0014  -0.0024  -0.0067
O  4.7604  5.4955  14.3452  -0.0013  -0.0025  0.0007
O  2.0634  3.8428  20.9282  0.0113  -0.0051  -0.0172
O  10.5549  1.4111  16.9497  0.0004  -0.0035  0.0028
O  0.9481  6.0751  16.5547  -0.0026  -0.0009  0.0018
O  7.3134  10.9551  21.953  0.0009  0.0203  -0.007
O  5.9308  0.9081  19.9137  -0.0137  -0.0015  -0.0054
O  6.0678  10.0376  12.4058  0.0031  0.0087  0.0006
O  2.8501  0.547  15.6074  0  0.001  0.0016
O  7.0533  8.0227  10.7782  -0.0125  0.0006  0.0029
O  10.2442  8.0196  18.687  -0.0062  -0.0031  0.0076
O  3.4453  9.1951  16.5768  -0.0018  0  0.0011

Results
free energy: -141734.157 eV
free energy less fixed offsets of As -4856.12, O -568.88, Si -635.61 eV per atom: -4.947 eV

The program warned: the cutoff lies below the one the program advises for these potential files; the exchange-correlation potential is rough where the density is thin.
